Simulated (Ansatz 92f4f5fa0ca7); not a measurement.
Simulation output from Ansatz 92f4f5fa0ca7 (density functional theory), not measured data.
Periodic cell of 215 atoms, Si131O82P2, from a study of silicon, its oxide and their interface. The atomic structure is a simulated model.
Doubt: the cutoff is far below the 930 eV that the study's wrapper takes by default for these files, so forces and energies are approximate.

Settings: functional PBE; potential files Ansatz PAW; basis plane waves; wave-function cutoff 580 eV; density cutoff ratio 5; exchange-correlation grid ratio 1; k mesh 1 x 1 x 1, Gamma-centred; self-consistency stop 5e-08 eV per atom in the density residual; occupations fixed; spin none; net charge 0.

Cell vectors (angstrom)
a, 10.938, 0, 0
b, 0, 10.938, 0
c, 0, 0, 31.5432

Atoms and the computed forces on them: element, x, y, z (angstrom), force x, y, z (eV/angstrom)
Si, 10.4354, 0.5724, 24.3212, 0.013, -0.0059, -0.0058
Si, 6.0334, 10.5037, 24.1174, 0.0033, 0.0098, -0.0051
Si, 2.1297, 3.2479, 24.0576, 0.0035, -0.0079, -0.0081
Si, 8.7018, 2.2567, 24.2734, -0.005, -0.0049, -0.0086
Si, 0.4964, 5.0521, 24.1346, 0.0007, 0.0024, -0.0071
Si, 5.0466, 5.8974, 24.1649, 0.0043, -0.0054, -0.0056
Si, 3.387, 7.6532, 24.1315, -0.0012, -0.0014, -0.0091
Si, 7.8241, 8.8302, 23.9676, 0.0003, -0.0067, -0.0045
Si, 1.3403, 1.4827, 25.4391, 0.0007, -0.0048, -0.0106
Si, 6.9105, 1.3073, 25.463, -0.0102, 0.0034, -0.0116
Si, 4.0228, 4.1061, 25.3064, 0.0001, 0.0048, -0.0082
Si, 9.6593, 4.0995, 25.3917, -0.0013, 0.0035, -0.0099
Si, 1.4874, 6.818, 25.3398, -0.0056, 0.0021, -0.0039
Si, 6.8887, 6.9499, 25.223, -0.0013, -0.0016, -0.0063
Si, 4.2213, 9.5354, 25.3173, -0.0034, -0.0015, -0.0013
Si, 9.5216, 9.6422, 25.4177, 0.0024, -0.0003, -0.013
Si, 2.7774, 0.0058, 26.6323, -0.0037, 0.0025, -0.0009
Si, 8.2121, -0.016, 26.9116, 0.0037, 0.0004, 0.0353
Si, 0.0082, 2.7775, 26.8899, 0.0025, -0.0021, 0.0311
Si, 5.4482, 2.7382, 26.65, -0.0002, -0.0003, -0.0005
Si, 2.7503, 5.449, 26.8111, 0.008, -0.0007, 0.0234
Si, 8.2211, 5.5237, 26.6141, -0.0059, 0.0028, 0.0033
Si, 0.0358, 8.2105, 26.6379, 0.0012, 0.0017, -0.0016
Si, 5.5406, 8.2038, 26.7715, 0.001, -0.0046, 0.0201
Si, 4.1121, 1.3667, 28.0641, 0.004, -0.0049, -0.0019
Si, 9.5802, 1.3825, 28.211, -0.0004, 0.0021, -0.0202
Si, 1.3816, 4.1329, 28.2094, -0.0071, 0.0067, -0.0163
Si, 6.8367, 4.133, 28.0184, -0.0028, 0.0031, -0.0079
Si, 4.1406, 6.8348, 28.1268, -0.0011, -0.0005, -0.0264
Si, 9.5943, 6.8481, 28.0463, 0.004, -0.0047, -0.0041
Si, 1.3942, 9.5823, 28.0398, 0.0031, 0.0003, -0.0078
Si, 6.8323, 9.5533, 28.2089, 0.0003, 0.0042, -0.0133
Si, 0.0299, -0.0185, 29.4901, -0.0042, 0.0035, 0.0034
Si, 5.4501, 0.0151, 29.4979, 0.0013, -0.0013, 0.002
Si, 2.7531, 2.7181, 29.4931, -0.0007, 0.0008, 0.0024
Si, 8.1737, 2.7701, 29.4822, 0.0057, -0.0056, 0.0062
Si, -0.0198, 5.4979, 29.5002, 0.0064, -0.0027, 0.0024
Si, 5.4892, 5.4572, 29.4779, 0.0017, 0.0042, 0.0032
Si, 2.7399, 8.2078, 29.4638, 0.0016, -0.0014, 0.0071
Si, 8.232, 8.1779, 29.496, -0.005, 0.0049, 0.0008
Si, 1.3673, 1.3673, 30.8594, 0.1555, -0.1016, 0.0742
Si, 6.8362, 1.3673, 30.8594, -0.1308, 0.1208, -0.0911
Si, 4.1018, 4.1018, 30.8594, 0.1671, -0.0899, -0.0182
Si, 9.5708, 4.1018, 30.8594, -0.146, 0.1274, -0.0689
Si, 1.3673, 6.8362, 30.8594, 0.0005, 0.1898, -0.1215
Si, 6.8362, 6.8362, 30.8594, 0.1018, -0.2053, 0.0268
Si, 4.1018, 9.5708, 30.8594, -0.1238, 0.0516, -0.0785
Si, 9.5708, 9.5708, 30.8594, 0.1956, -0.0819, 0.0275
Si, 2.7345, 0, 0.6835, 0.0554, -0.1315, 0.0998
Si, 8.2035, 0, 0.6835, -0.1546, 0.1456, 0.0168
Si, 0, 2.7345, 0.6835, -0.1919, 0.1399, 0.0372
Si, 5.469, 2.7345, 0.6835, 0.0873, -0.104, 0.0768
Si, 2.7345, 5.469, 0.6835, -0.1858, 0.1252, 0.0288
Si, 8.2035, 5.469, 0.6835, 0.0713, -0.1776, 0.1566
Si, 0, 8.2035, 0.6835, 0.2015, -0.0842, 0.1008
Si, 5.469, 8.2035, 0.6835, -0.1265, 0.131, 0.0342
Si, 4.1096, 1.3557, 2.051, 0.0028, -0.004, -0.0096
Si, 9.5342, 1.3958, 2.0523, 0.0051, -0.0152, -0.0083
Si, 1.3272, 4.136, 2.062, 0.0065, -0.0074, -0.0071
Si, 6.8415, 4.0796, 2.0621, -0.0068, 0.004, -0.0112
Si, 4.0681, 6.8647, 2.0515, 0.0114, -0.0082, -0.0091
Si, 9.5891, 6.818, 2.0484, -0.0027, 0.0052, 0.0055
Si, 1.373, 9.5668, 2.0618, -0.0079, -0.0062, -0.0106
Si, 6.8325, 9.5705, 2.063, 0.0007, -0.0035, -0.0049
Si, -0.0353, 0.0051, 3.3485, 0.0331, 0.0482, -0.0239
Si, 5.4628, -0.0112, 3.4664, 0.006, -0.005, 0.009
Si, 2.6985, 2.7242, 3.3443, -0.0016, 0.02, 0.0193
Si, 8.1728, 2.7124, 3.5178, 0.0174, 0.0136, -0.0015
Si, -0.0368, 5.483, 3.5145, -0.0016, 0.0066, 0.0047
Si, 5.438, 5.4661, 3.3404, -0.0292, -0.0205, -0.0182
Si, 2.7223, 8.2109, 3.5084, -0.0159, -0.0111, 0.0005
Si, 8.2298, 8.1856, 3.3857, -0.0003, -0.0003, -0.0438
Si, 1.3056, 1.3716, 4.6562, -0.0089, -0.0092, -0.0565
Si, 6.825, 1.3009, 4.9035, -0.0282, 0.0054, -0.007
Si, 4.0543, 4.1136, 4.6402, -0.0072, -0.0076, -0.0663
Si, 9.5241, 4.1064, 4.9209, 0.0007, -0.0137, -0.0168
Si, 1.3149, 6.872, 4.9227, 0.0114, -0.0041, -0.0232
Si, 6.8462, 6.8052, 4.658, -0.0067, -0.0003, -0.0006
Si, 4.1117, 9.5755, 4.8803, 0.0044, 0.0056, -0.0021
Si, 9.5709, 9.5677, 4.7196, 0.0007, -0.0078, 0.0115
Si, 2.6268, 0.0494, 6.0878, 0.0174, -0.0352, 0.0077
Si, 8.2877, -0.0974, 6.2303, -0.0186, -0.024, 0.0104
Si, -0.0076, 2.662, 6.1502, -0.0297, 0.036, -0.0142
Si, 5.3501, 2.7465, 6.0593, 0.0528, -0.026, -0.007
Si, 2.7358, 5.422, 6.1181, -0.033, 0.0342, -0.0056
Si, 8.031, 5.4726, 6.2053, 0.0258, -0.0021, 0.0183
Si, -0.0533, 8.3465, 6.2546, 0.0119, -0.0132, 0.0138
Si, 5.5387, 8.0894, 6.1131, 0.0099, 0.0433, 0.004
Si, 3.4524, 1.9466, 7.1358, 0.0247, -0.0308, 0.0655
Si, 10.0773, 0.8691, 7.415, -0.0056, -0.0165, 0.0431
Si, 1.7737, 3.6445, 7.2826, -0.0203, 0.0186, 0.0636
Si, 6.1587, 4.4952, 7.3613, 0.0059, -0.0045, 0.0445
Si, 4.6077, 6.2717, 7.2219, 0.005, -0.0022, 0.0532
P, 9.1023, 7.2376, 7.2054, 0.0813, -0.0225, 0.0541
Si, 0.9105, 10.1943, 7.4891, 0.0081, -0.021, 0.0272
P, 7.4538, 8.8629, 7.2319, -0.065, 0.0266, 0.0062
O, 4.5704, 6.5959, 8.8465, -0.0062, -0.0067, -0.0147
O, 1.3738, 3.9664, 8.8725, 0.0122, -0.0164, -0.0386
O, 9.7627, 6.5284, 8.5655, -0.0311, 0.0157, 0.0113
O, 1.2969, 10.1286, 9.1243, -0.0061, 0.015, -0.0171
O, 6.0485, 4.2139, 9.0078, -0.0113, -0.0045, -0.0134
O, 3.6917, 1.6354, 8.739, 0.0142, -0.0108, 0.0154
O, 7.187, 8.9334, 8.866, -0.0213, 0.044, 0.0548
O, 9.7278, 1.1358, 9.0157, 0.0109, 0.0062, -0.0188
O, 8.2623, 2.524, 22.7032, 0.0047, -0.0014, 0.0092
O, 11.0001, 5.5354, 22.606, 0.0015, -0.0042, 0.0081
O, 5.6143, 0.0817, 22.6022, -0.0001, -0.0044, 0.0058
O, 5.2849, 5.4097, 22.5953, -0.0038, 0.0039, 0.009
O, 2.1644, 2.8119, 22.4474, -0.0009, 0.0049, 0.01
O, 3.3208, 7.8581, 22.4781, 0.0001, 0.0015, 0.005
O, 8.3709, 8.7429, 22.3843, -0.004, 0.0011, 0.0074
O, -0.1466, 11.221, 22.7393, 0.0011, 0.0001, 0.0022
Si, 2.1365, 2.9574, 12.8231, -0.0052, -0.0085, -0.005
Si, 8.7025, 1.2984, 10.2575, -0.0237, -0.0209, 0.0265
Si, 1.052, 4.4888, 15.2934, 0.0049, -0.002, -0.0142
Si, 7.5708, 5.5708, 12.1022, 0.0085, 0.0155, -0.0299
Si, 2.4158, 8.178, 21.1686, -0.0006, 0.0006, -0.0014
Si, 5.4494, 7.7915, 12.3511, 0.0047, 0.0083, -0.0429
Si, 9.2753, 0.4466, 15.4359, 0.0036, -0.0062, -0.0119
Si, 2.9231, -0.0542, 16.6007, 0.0026, 0.0011, -0.0075
Si, 10.4518, 1.1439, 12.545, 0.0114, -0.0151, -0.0008
Si, 7.7642, 2.8236, 21.1978, -0.0008, 0.0009, -0.0057
Si, 9.1143, 8.771, 14.3675, 0.0001, -0.0055, -0.0166
Si, 1.4563, 4.7625, 10.2816, -0.0008, 0.0315, 0.023
Si, 4.4857, 9.4722, 19.0889, 0.0008, 0.0008, -0.0033
Si, 11.0725, 6.0944, 21.0794, -0.0007, 0.0013, -0.0051
Si, 6.6177, 10.4467, 14.7809, 0.0095, -0.0037, -0.0144
Si, 5.3837, 0.7249, 21.1337, -0.0017, 0.0009, -0.0043
Si, 2.3446, 9.7929, 10.3363, 0.0042, -0.0105, 0.0125
Si, 0.4305, 10.6405, 21.3564, 0.0004, -0.0019, 0.0063
Si, 5.8501, 5.2552, 21.0896, -0.0005, 0.0004, -0.0054
Si, 3.6261, 7.0672, 10.0565, -0.0111, -0.0111, 0.0147
Si, 9.0411, 5.6934, 14.7761, 0.0003, 0.006, -0.0181
Si, 3.6607, 4.0921, 19.0399, 0.0017, 0.0015, -0.0061
Si, 10.0269, 3.663, 19.2667, 0.0005, -0.0011, -0.007
Si, 4.2826, 8.6724, 15.2662, 0.0042, 0.0033, -0.0164
Si, 0.4544, 1.9038, 17.1147, -0.0035, -0.0006, -0.0099
Si, 6.8041, 7.5256, 19.2009, 0.0001, -0.0003, -0.0025
Si, 5.2639, 3.6139, 16.6876, -0.0004, 0.0011, -0.0049
Si, 7.7899, 5.0086, 17.4592, 0.001, -0.0016, -0.0057
Si, 6.6917, 9.881, 10.1515, 0.0284, -0.0521, -0.0441
Si, 4.4046, 1.0106, 10.0262, 0.0267, -0.0068, -0.0135
Si, -0.0641, 9.0645, 11.8087, -0.0029, 0.0012, -0.0126
Si, 9.0989, 8.6336, 20.9133, 0.0017, -0.0004, -0.0049
Si, 4.549, 1.6644, 14.5221, -0.0018, -0.0047, -0.0119
Si, 2.4472, 2.0965, 21.0094, 0.0005, -0.0011, -0.0017
Si, 6.3473, 3.3038, 10.322, 0.0127, -0.0085, 0.0082
Si, 3.4426, 5.9094, 16.6549, 0.0008, -0.0003, -0.009
Si, 9.8645, 6.5376, 10.2182, -0.0067, -0.0153, -0.0758
O, 0.1202, 2.6189, 18.5419, 0.0003, 0.0015, -0.0022
O, 2.9471, 9.632, 15.5035, 0.0023, -0.0022, 0.0033
O, 10.8483, 4.8101, 20.0961, 0.0022, 0.0046, -0.001
O, 7.5925, 2.3893, 9.8285, -0.002, 0.0078, 0.0043
O, 10.8965, 5.345, 10.6779, 0.0026, 0.0038, -0.0028
O, 6.6181, 6.7302, 12.7558, 0.0081, -0.0101, -0.0142
O, 10.2977, 8.0642, 10.6451, 0.0124, 0.0067, 0.0062
O, 7.6533, 9.4585, 13.9082, 0.0042, 0.0019, 0.0101
O, 8.3983, 6.1939, 10.8345, -0.0216, -0.0195, 0.0411
O, 5.3489, 10.4821, 20.0246, 0.0007, 0.0027, -0.0009
O, 2.1401, 3.7343, 11.3721, 0.0003, 0.0026, -0.0056
O, 7.9834, 8.5388, 19.7178, 0.0028, 0.0007, 0
O, 6.2212, 6.7249, 20.5024, -0.0022, -0.0069, -0.0008
O, 5.5111, 2.7052, 15.3548, 0.0008, 0.0015, 0.0019
O, 1.2972, 0.943, 20.6737, 0.0002, -0.0024, -0.0009
O, 6.1168, 8.9731, 11.3915, -0.0245, -0.0237, 0.0289
O, 4.6309, 4.9768, 16.0477, -0.003, 0.0026, 0.0011
O, 6.6049, 3.896, 17.5761, 0, -0.0004, -0.0045
O, 10.4865, 10.6427, 11.7708, 0.0097, 0.0047, 0.0112
O, 5.5781, 0.4962, 13.9308, -0.002, 0.0045, 0.003
O, 8.0126, 5.0849, 15.8577, -0.0008, 0.0012, 0.0035
O, 9.7492, 9.808, 15.4678, -0.0003, 0.0029, -0.0053
O, -0.4011, 5.1642, 15.0877, 0.0049, -0.0021, 0.0011
O, 1.5699, 6.8307, 20.7641, 0.0006, 0.0001, -0.0041
O, 1.5108, 0.6277, 17.1256, 0, 0.001, -0.0038
O, 6.5964, 1.7601, 20.7748, 0.0005, -0.0009, -0.0009
O, 1.0085, 1.7649, 12.7428, -0.0143, -0.0026, -0.002
O, 3.2557, 5.5028, 18.2546, 0.0028, -0.0036, 0.0002
O, 9.4892, 1.9811, 11.5286, -0.0088, -0.0084, -0.0198
O, 0.9971, 3.0913, 16.1342, 0.0015, 0.0032, -0.0026
O, 8.6219, 5.1764, 13.2865, -0.004, -0.0031, 0.0024
O, 10.2259, 8.51, 13.1934, -0.005, 0.008, 0.0072
O, 1.4509, 9.4044, 21.6261, -0.0007, 0.0041, -0.0134
O, 10.0707, 9.9434, 20.5895, 0.0002, -0.002, -0.0019
O, 3.2318, 0.1612, 10.8307, 0.0103, 0.0072, -0.0145
O, 5.133, 2.2788, 10.7939, -0.0102, -0.0188, -0.0327
O, 1.7003, 4.1284, 13.8544, -0.0067, -0.004, 0.0116
O, 7.9506, 10.8089, 10.6321, 0.0151, 0.044, -0.0056
O, 9.1431, 4.4636, 18.1586, 0.0034, -0.0026, 0.0002
O, 5.6524, 9.4957, 15.718, -0.0079, -0.0088, -0.0038
O, 5.5344, -0.081, 9.5669, -0.0621, 0.066, 0.0045
O, 3.579, 2.3073, 13.3421, -0.003, 0.0023, 0.0022
O, 1.9879, 5.6273, 15.9811, -0.0031, -0.0074, -0.0044
O, 9.7174, 1.0764, 13.9933, 0.0096, -0.0008, -0.0099
O, 4.3746, 6.9361, 11.4851, 0.0101, 0.0129, 0.001
O, 4.7523, 4.5007, 20.1672, 0.0051, 0.0019, -0.001
O, 9.9586, 1.3053, 16.6119, 0.0031, -0.0021, -0.0041
O, 6.7111, 4.273, 11.5945, 0.0075, 0.0088, -0.0027
O, 5.5897, 8.3957, 18.5316, 0.0018, 0.0011, 0.0002
O, 9.0614, 2.7429, 20.2115, -0.0049, -0.0011, -0.0011
O, 3.6067, 1.1303, 15.7327, -0.0005, -0.0014, 0.0019
O, 4.2218, 3.0797, 17.8556, -0.0015, 0.0003, 0.0004
O, 9.9195, 7.2232, 20.8717, 0.0014, -0.0003, -0.0037
O, 3.3259, 8.6382, 9.7506, -0.0061, 0.0055, -0.0062
O, 3.9489, 7.4093, 16.2512, -0.0017, -0.0016, -0.0099
O, 7.6419, 0.4671, 15.6373, 0.0016, 0.0022, -0.0001
O, 8.8992, 7.3036, 14.9955, 0.003, 0.0037, -0.0056
O, 3.9297, 1.4415, 21.1031, 0.0034, -0.0009, -0.0034
O, 1.5668, 9.1229, 11.6307, -0.0109, 0.0063, -0.004
O, 2.3054, 6.1406, 10.1219, 0.0183, -0.01, -0.0057
O, 7.357, 6.4524, 18.0941, 0, 0.0021, -0.0034
O, 7.2075, 4.3541, 21.1025, -0.0036, -0.0019, -0.0036
O, 4.6211, 8.3044, 13.6844, -0.0073, -0.0028, 0.015
O, 3.3407, 8.6466, 19.9162, -0.0021, -0.0032, 0.0021
O, 2.4963, 3.2497, 19.8307, -0.0008, -0.0021, -0.0026
O, 3.7406, 10.3391, 17.9138, 0.0006, -0.0019, -0.0004

Results
free energy: -131423.305 eV
free energy less fixed offsets of O -568.88, P -755.39, Si -635.61 eV per atom: 0.545 eV

The program warned: the cutoff lies below the one the program advises for these potential files; the exchange-correlation potential is rough where the density is thin.
